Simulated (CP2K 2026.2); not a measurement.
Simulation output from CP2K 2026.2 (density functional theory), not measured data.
Periodic cell of 512 atoms, Si360O152, from a study of silicon, its oxide and their interface. The atomic structure is a simulated model.
Doubt: the forces sum to 0.66 eV/angstrom along one axis rather than to zero, so they err by at least 0.0013 eV/angstrom per atom on average; the grid cutoff is modest.

Settings
functional: PBE
method: Gaussian and plane waves
basis set: DZVP-MOLOPT-SR-GTH
pseudopotentials: GTH-PBE
grid cutoff: 300 Ry, relative cutoff 40 Ry
k points: Gamma only
occupations: fixed
spin: none
net charge: 0

Cell vectors (angstrom)
a	16.32	0	0
b	0	16.32	0
c	4.3918	-7.5439	34.1649

Atoms and the computed forces on them: element, x, y, z (angstrom), force x, y, z (eV/angstrom)
Si	2.077	1.702	-1.549	-0.011	0.08	0.114
Si	-1.837	3.503	-4.321	-0.044	0.017	0.023
Si	0.252	3.989	-2.273	-0.035	-0.056	0.142
Si	2.105	-7.1	-0.742	0.118	0.49	0.41
Si	-1.386	-6.279	-1.13	0.419	0.297	0.137
Si	-1.351	1.84	-6.824	-0.027	-0.039	0.004
Si	-9.958	-5.827	-2.871	-0.136	0.032	-0.07
Si	-6.991	3.386	-0.26	-0.168	-0.126	0.031
Si	5.388	5.107	1.519	-0.035	0.223	0.683
Si	-7.703	-3.924	-3.281	-0.118	0.156	0.053
Si	-2.826	-5.259	-5.079	-0.024	0.011	0.036
Si	-3.95	8.152	24.602	-0.016	0.035	-0.099
Si	-1.57	4.095	0.085	0.076	-0.107	0.675
Si	-4.403	1.559	-0.111	0.314	0.002	0.545
Si	-3.815	6.153	-0.827	0.082	0.037	0.079
Si	0.637	-5.197	-0.755	-0.033	0.083	-0.027
Si	-3.713	-4.164	-0.764	0.012	0.035	0.19
Si	-0.279	-0.385	-0.93	-0.192	-0.058	0.606
Si	-0.705	-0.584	1.384	-0.031	-0.053	0.008
Si	3.132	2.926	1.266	-0.271	-0.152	0.699
Si	0.021	5.414	1.257	0.023	-0.028	-0.029
Si	3.258	8.884	1.362	0.014	-0.092	0.087
Si	0.587	-4.819	1.556	-0.011	0.03	0.073
Si	2.215	-3.082	1.777	-0.104	-0.306	0.456
Si	5.907	0.369	1.466	0.032	-0.022	-0.05
Si	-8.721	2.081	1.568	-0.163	-0.211	0.496
Si	-9.603	6.788	-0.668	-0.001	0.001	0.191
Si	-7.97	8.552	1.357	-0.085	-0.118	0.641
Si	4.964	10.537	1.684	-0.009	0.046	-0.037
Si	-7.5	-2.172	1.45	-0.066	0.023	0
Si	-5.786	-0.455	1.631	-0.243	-0.178	0.416
Si	-2.891	2.613	1.374	0.055	-0.035	-0.077
Si	-5.687	5.301	1.485	0.274	0.204	0.665
Si	-2.59	8.265	1.092	-0.097	-0.124	0.717
Si	-5.642	-5.622	1.336	0.141	0.092	0.655
Si	-2.387	-2.383	1.541	0.211	0.257	0.451
Si	-1.48	1.252	2.667	0.028	0.008	-0.035
Si	1.433	4.044	2.551	0.014	-0.022	-0.034
Si	-1.311	6.86	2.55	-0.032	0.026	-0.025
Si	1.509	9.691	2.751	-0.002	-0.049	0.012
Si	-1.267	-4.014	2.778	-0.007	-0.026	-0.031
Si	1.105	-1.349	2.808	-0.014	0.094	-0.047
Si	4.136	1.339	2.693	-0.038	-0.011	-0.041
Si	6.798	3.898	2.88	0.072	-0.022	0.012
Si	4.145	6.895	2.529	-0.046	0.022	-0.032
Si	6.784	9.576	2.789	0.063	-0.005	-0.001
Si	4.001	12.255	2.934	0	-0.003	-0.025
Si	-9.358	-1.326	2.722	0.02	-0.011	-0.032
Si	-6.887	1.249	2.824	0.01	0.04	-0.051
Si	-4.123	4.068	2.748	-0.016	0.045	-0.051
Si	-6.847	6.916	2.689	-0.01	-0.007	0.017
Si	-4.042	-6.838	2.57	0.01	-0.029	-0.043
Si	-6.734	-4.027	2.696	-0.019	-0.035	-0.038
Si	-4.074	-1.432	2.88	-0.009	0.01	-0.003
Si	-2.791	0.025	4.183	0.031	-0.003	-0.011
Si	0.019	2.664	3.906	-0.002	0.024	-0.003
Si	-2.687	5.486	3.971	0.007	0.037	0.021
Si	0.054	8.228	3.944	-0.006	-0.038	-0.021
Si	-2.688	-5.469	3.977	-0.047	0.011	0.031
Si	-0.074	-2.693	4.296	-0.017	-0.027	-0.008
Si	2.664	0.002	3.984	0.011	0.018	-0.019
Si	5.381	2.653	4.224	-0.013	-0.042	0.007
Si	2.734	5.505	3.929	0.028	-0.024	-0.059
Si	5.481	8.104	4.083	-0.019	0.017	-0.05
Si	2.723	10.907	4.332	-0.048	-0.018	-0.066
Si	5.507	-2.671	4.045	0.025	-0.004	0
Si	-8.154	-0.053	4.277	-0.02	-0.028	-0.03
Si	-5.494	2.698	4.086	-0.002	-0.004	0.022
Si	-8.154	5.434	4.047	-0.015	0.028	0.025
Si	-5.396	8.186	4.031	0.001	-0.014	0.026
Si	-8.17	-5.33	4.067	0.009	-0.002	0.018
Si	-5.387	-2.825	4.199	0.011	-0.015	-0.018
Si	-1.442	-1.321	5.565	0.036	-0.003	-0.002
Si	1.352	1.376	5.374	-0.017	0.002	0.015
Si	-1.327	4.071	5.304	-0.017	-0.012	-0.039
Si	1.368	6.823	5.336	0.005	0	-0.002
Si	-1.332	9.514	5.366	0.007	0.026	0.016
Si	1.329	12.27	5.598	-0.008	0.01	0.014
Si	4.072	-1.333	5.377	-0.026	-0.019	-0.018
Si	6.779	1.331	5.559	-0.007	0.025	0.01
Si	4.029	4.137	5.415	-0.008	0.009	-0.007
Si	6.806	6.75	5.446	0.035	-0.021	0.018
Si	4.134	9.468	5.496	0.017	0.021	-0.02
Si	6.801	12.287	5.472	0.004	-0.003	0
Si	-6.75	-1.424	5.538	-0.025	0.007	-0.016
Si	-4.136	1.391	5.495	-0.032	-0.015	0.009
Si	-6.804	4.096	5.435	-0.017	-0.005	0.019
Si	-4.055	6.802	5.391	0.005	0.002	-0.02
Si	-6.785	-6.76	5.378	0.009	-0.022	-0.018
Si	-4.009	-4.171	5.478	0.028	-0.007	0.007
Si	0.006	0.041	6.802	0.022	-0.009	0.017
Si	2.676	2.754	6.762	0.007	-0.002	0.009
Si	0.01	5.44	6.701	0.017	-0.001	-0.008
Si	2.717	8.125	6.792	-0.011	0.002	-0.004
Si	-0.041	10.853	6.841	-0.015	0.02	0.004
Si	2.754	-2.676	6.829	-0.004	0.003	-0.001
Si	5.391	-0.021	6.842	-0.013	-0.026	0.001
Si	8.158	2.743	6.826	0.008	-0.004	0.013
Si	5.423	5.431	6.806	0	-0.009	0.009
Si	8.182	8.163	6.747	-0.006	0.033	-0.011
Si	5.469	10.876	6.816	0.009	0.01	0.006
Si	8.166	-2.734	6.868	-0.02	-0.007	0.017
Si	-5.437	-0.005	6.864	-0.006	-0.006	0.014
Si	-2.701	2.762	6.75	0.013	-0.012	-0.006
Si	-5.415	5.443	6.77	-0.002	0.001	0.005
Si	-2.695	8.16	6.75	0.008	0.023	-0.009
Si	-5.426	-5.478	6.812	-0.015	0.015	-0.004
Si	-2.749	-2.747	6.872	0.013	0.009	0.012
Si	-1.349	1.389	13.629	0.008	-0.004	0.004
Si	1.343	4.065	13.624	0.002	-0.02	-0.005
Si	-1.371	6.773	13.6	0.006	-0.007	-0.006
Si	1.349	9.52	13.564	0.001	0.012	-0.006
Si	-1.361	-4.078	13.584	0.006	-0.006	0.01
Si	1.379	-1.321	13.595	-0.007	0.007	-0.004
Si	4.066	1.354	13.61	-0.007	-0.004	-0.011
Si	6.798	4.063	13.591	0.009	0.003	0.008
Si	4.064	6.787	13.592	-0.009	0.018	0.005
Si	6.822	9.529	13.592	-0.003	-0.014	-0.003
Si	4.098	-4.054	13.597	0.015	0.001	0
Si	6.783	-1.348	13.597	-0.016	0.015	-0.01
Si	-6.807	1.341	13.602	0.024	-0.018	0.005
Si	-4.073	4.089	13.616	-0.014	0.004	0.004
Si	-6.778	6.795	13.594	-0.008	-0.006	-0.003
Si	-4.093	9.489	13.59	0.006	0.01	-0.006
Si	-6.813	-4.093	13.595	0.019	0.002	-0.003
Si	-4.083	-1.342	13.614	-0.003	-0.004	0.006
Si	-2.718	0.035	14.973	-0.003	0.011	-0.004
Si	-0.002	2.732	15.041	0.003	0.013	0.003
Si	-2.711	5.431	15.008	0.008	-0.011	0.001
Si	-0.017	8.157	14.918	0.003	0.005	-0.011
Si	-2.748	-5.449	14.917	0.001	0.001	-0.017
Si	0.018	-2.694	14.91	0.015	0	-0.024
Si	2.715	0.025	15.011	0.004	-0.006	0.015
Si	5.438	2.697	14.959	0.012	-0.002	-0.016
Si	2.706	5.418	14.967	0.01	0.004	-0.007
Si	5.453	8.155	14.91	0	0.012	-0.012
Si	2.72	10.884	14.902	-0.029	-0.006	-0.011
Si	5.436	-2.675	14.984	-0.014	0.004	0.009
Si	-8.185	-0.009	14.975	-0.013	-0.017	-0.005
Si	-5.428	2.697	14.941	-0.023	-0.004	-0.009
Si	-8.136	5.418	14.924	0.002	0.005	-0.011
Si	-5.423	8.132	14.989	-0.003	0	-0.007
Si	-8.152	-5.438	14.987	-0.013	0.001	0.019
Si	-5.465	-2.722	14.942	-0.002	0.009	-0.01
Si	-1.342	-1.355	16.274	0.014	-0.002	-0.011
Si	1.372	1.382	16.414	0.009	-0.012	0.016
Si	-1.37	4.087	16.423	-0.017	0.001	0.002
Si	1.325	6.799	16.282	-0.027	0.007	0.016
Si	-1.399	-6.815	16.257	-0.018	-0.008	-0.001
Si	1.389	-4.046	16.247	0.006	-0.015	-0.015
Si	4.077	-1.325	16.386	0.015	-0.008	0.017
Si	-9.545	1.343	16.354	0.021	-0.002	-0.007
Si	4.085	4.051	16.317	-0.01	0.005	-0.002
Si	-9.516	6.773	16.245	0.013	0.016	-0.016
Si	4.095	9.533	16.239	0.012	-0.006	-0.004
Si	-9.501	-4.024	16.323	0.003	0.007	0.014
Si	-6.829	-1.386	16.321	0.006	0.008	-0.011
Si	-4.058	1.408	16.354	0.022	-0.007	0.021
Si	-6.8	4.034	16.281	0.011	-0.005	-0.008
Si	-4.067	6.779	16.382	-0.013	0.022	0.029
Si	-6.789	9.494	16.341	0.017	0.005	0.026
Si	-4.114	-4.099	16.275	0.005	-0.004	-0.009
Si	-0.01	-0.043	17.705	0.026	0.039	-0.008
Si	2.756	2.766	17.778	-0.003	-0.025	0.006
Si	-0.044	5.537	17.742	-0.005	-0.006	-0.006
Si	2.764	8.126	17.552	-0.026	-0.025	0.028
Si	-0.017	-5.412	17.503	-0.033	0.024	-0.027
Si	2.723	-2.742	17.696	0.008	0.011	-0.027
Si	5.434	0.025	17.795	-0.031	-0.002	-0.001
Si	-8.175	2.725	17.669	-0.033	-0.019	-0.007
Si	5.487	5.406	17.615	0.052	-0.02	-0.003
Si	-8.187	8.099	17.633	0.006	0.053	0.006
Si	5.406	10.942	17.595	-0.01	0.026	0.012
Si	-8.15	-2.718	17.773	-0.007	0.002	0.01
Si	-5.46	0.009	17.607	-0.004	-0.004	-0.051
Si	-2.721	2.731	17.832	0.018	-0.001	-0.045
Si	-5.416	5.312	17.664	0.018	-0.027	-0.037
Si	-2.728	-8.105	17.726	0.008	0.03	-0.046
Si	-5.446	-5.43	17.701	-0.027	-0.038	-0.009
Si	-2.722	-2.734	17.563	-0.002	-0.001	-0.003
Si	-1.355	1.266	19.121	-0.003	0.026	0.002
Si	1.401	4.235	19.057	-0.002	0.011	-0.015
Si	-1.393	6.909	19.168	0.003	-0.059	0.029
Si	1.391	-6.755	18.748	0.005	0.018	0.032
Si	-1.387	-4.118	18.889	-0.011	-0.008	0.011
Si	1.328	-1.436	19.055	0.007	-0.044	-0.025
Si	4.111	1.418	19.212	0.011	0.042	-0.03
Si	-9.514	4.089	19.057	0.011	0.013	0.022
Si	4.133	6.764	18.916	0.019	0.007	0.03
Si	-9.568	9.554	18.867	-0.011	-0.035	-0.015
Si	4.131	-4.048	19.077	-0.022	-0.024	-0.022
Si	6.824	-1.334	19.16	-0.006	0.02	-0.015
Si	-6.797	1.361	18.972	0.047	-0.004	-0.003
Si	-4.098	4.09	19.243	0.001	0.039	0.023
Si	-6.841	6.64	18.923	0.027	-0.028	0.047
Si	-4.106	-6.753	19.109	0.027	-0.014	0.008
Si	-6.811	-4.154	19.13	-0.019	0.027	-0.005
Si	-4.097	-1.385	18.878	-0.002	0.021	0.022
Si	-2.829	-0.129	20.396	0	0.044	0.089
Si	-0.003	2.829	20.281	0.099	-0.202	-0.728
Si	-3.13	5.904	20.523	0.161	-0.201	-0.709
Si	0.136	8.364	20.269	-0.004	0.017	0.008
Si	-2.647	-5.391	20.433	-0.063	-0.027	0.067
Si	-0.114	-2.807	20.344	0.021	0.018	0.071
Si	2.759	-0.138	20.38	-0.03	0.019	0.09
Si	5.537	2.82	20.585	0.001	-0.068	0.037
Si	2.823	5.572	20.449	-0.026	-0.022	0.084
Si	5.416	8.213	20.206	-0.01	0.021	-0.087
Si	2.677	-5.489	20.217	-0.006	0.042	0.009
Si	5.56	-2.794	20.526	-0.025	-0.003	0.015
Si	-8.103	0.093	20.448	-0.014	-0.005	0.074
Si	-5.501	2.608	20.491	0.042	-0.023	0.091
Si	-8.112	5.344	20.481	0.033	0.031	-0.017
Si	-7.369	-7.574	21.479	0.017	-0.135	-0.107
Si	-8.551	-3.397	26.535	0.007	-0.048	0.009
Si	-5.368	-2.724	20.329	-0.019	-0.005	0.053
Si	0.925	-4.567	21.504	-0.165	-0.138	-0.501
Si	1.417	0.845	21.998	0.251	-0.334	-0.488
Si	-1.319	4.558	22.349	-0.014	0.117	0.051
Si	1.975	7.531	21.501	0.057	0.06	-0.08
Si	-0.785	-6.255	21.624	0.028	0.071	-0.017
Si	3.779	-7.065	21.574	-0.008	-0.029	0.041
Si	6.777	-4.383	21.838	-0.271	-0.212	-0.344
Si	-8.923	1.882	21.82	0.151	0.221	-0.581
Si	4.236	4.322	21.933	0.377	0.312	-0.321
Si	-10.401	-5.96	25.934	-0.054	0.019	-0.005
Si	-10.465	4.565	-6.029	-0.02	-0.063	0.014
Si	4.998	-5.552	23.061	-0.022	-0.143	-0.731
Si	-6.374	-1.02	21.584	0.156	0.194	-0.541
Si	-4.658	0.703	21.669	-0.141	-0.084	-0.722
Si	-7.115	3.624	21.893	-0.026	-0.018	0.028
Si	-3.8	5.353	25.627	-0.131	-0.037	0.017
Si	-8.201	-5.643	20.379	0.024	0.022	0.024
Si	-3.635	-3.633	21.672	0.167	0.156	-0.479
Si	-7.442	4.263	-5.334	-0.013	-0.005	-0.07
Si	-0.863	-0.865	23.354	-0.434	-0.294	-0.37
Si	2.756	-3.415	23.676	-0.016	-0.097	-0.084
Si	-2.069	0.768	25.766	-0.026	-0.136	-0.038
Si	-1.926	-1.935	21.606	0.04	-0.005	0
Si	-5.331	6.16	-6.45	0.041	-0.073	-0.059
Si	4.187	-1.362	21.789	0.038	-0.124	-0.629
Si	-1.29	3.615	25.188	0.032	0.044	-0.025
Si	-4.854	-3.44	-3.56	0.106	-0.021	0.098
Si	-4.52	-0.64	-4.716	0.119	0.155	-0.111
Si	5.423	4.064	-3.192	-0.039	0.082	0.007
Si	-10.577	-0.396	-0.774	-0.083	0.185	0.693
Si	0.693	-2.619	25.426	0.035	0.068	0.102
Si	-10.596	0.499	23.925	-0.025	-0.01	-0.057
Si	-9.398	-2.644	-5.687	0.075	-0.065	0.046
Si	3.19	2.166	24.02	0.08	0.096	-0.15
Si	-1.841	-7.694	-3.894	0.016	-0.013	0.064
Si	2.313	6.898	-7.51	-0.004	-0.019	-0.001
Si	-3.608	6.069	-3.874	0.05	-0.042	-0.025
Si	0.838	-7.604	-5.379	0.028	-0.016	-0.024
Si	2.902	6.311	25.392	0.141	-0.083	-0.031
Si	-1.164	-7.198	23.742	0.083	0.429	-0.515
Si	-1.948	-0.972	-6.178	-0.076	-0.07	-0.027
Si	-8.183	4.915	-2.562	-0.052	0.021	0.075
Si	-8.341	8.152	26.115	0.07	0.073	-0.111
Si	-6.159	1.676	-5.896	-0.044	-0.059	-0.041
Si	-5.467	-8.341	20.217	-0.425	0.382	-0.183
Si	-8.821	5.069	25.502	-0.1	0.103	-0.082
Si	-8.87	1.546	-7.505	0.043	0.08	-0.078
Si	5.35	-7.153	-5.152	-0.015	0.008	0.058
Si	3.518	-2.654	-0.993	-0.029	0.051	0.139
Si	0.265	-5.494	26.031	0.031	-0.064	0.037
Si	-7.243	-3.044	23.762	0.735	-0.427	-0.011
Si	1.566	3.737	26.098	0.005	0.128	-0.065
Si	-2.662	0.906	-2.645	0.06	-0.067	0.076
Si	4.709	-4.416	-4.884	0.005	-0.049	0.042
Si	-10.633	0.023	-5.769	0.018	0.128	0.001
Si	-10.766	-4.861	-0.322	-0.082	-0.171	0.636
Si	0.684	6.732	23.202	0.304	0.279	-0.487
Si	5.421	7.273	-7.423	-0.142	0.032	-0.052
Si	2.961	-8.049	-3.417	0.152	0.123	0.081
Si	-4.904	1.18	24.754	0.182	0.009	-0.19
Si	-6.175	3.962	24.15	-0.095	-0.053	-0.728
Si	1.983	-4.672	-5.987	-0.037	0.059	0.079
Si	1.247	6.314	-0.56	-0.298	-0.17	0.559
Si	4.645	1.132	-3.068	0.091	-0.055	0.103
Si	-8.477	-2.602	-0.624	0.361	0.066	0.587
Si	-0.41	-3.383	-4.894	-0.073	0.133	-0.086
Si	5.391	5.721	23.495	-0.292	-0.287	-0.61
Si	-9.219	7.188	21.468	0.291	0.1	-0.403
Si	0.88	-3.155	-1.98	0.075	-0.435	0.386
Si	4.021	6.202	-1.631	0.009	0.043	-0.048
Si	-6.522	-7.389	23.583	-0.281	-0.125	-0.415
Si	-5.357	-4.472	24.136	-0.526	0.639	-0.031
Si	-1.364	1.396	8.146	0.009	0.003	-0.001
Si	1.332	4.1	8.131	0.007	0.003	-0.002
Si	-1.343	6.785	8.102	-0.009	0.001	-0.006
Si	1.357	9.494	8.159	0.004	0.003	0
Si	-1.37	-4.093	8.21	0	-0.006	0.016
Si	1.367	-1.323	8.166	0.006	0.008	0.005
Si	4.039	1.386	8.147	0.006	0.024	0
Si	6.785	4.085	8.175	-0.01	0.004	0.018
Si	4.072	6.788	8.17	-0.008	-0.006	0.014
Si	6.834	9.509	8.151	-0.002	0.008	0
Si	4.094	-4.079	8.165	0	-0.012	0.004
Si	6.779	-1.369	8.191	0.004	-0.011	-0.003
Si	-6.81	1.369	8.186	-0.005	-0.006	0.009
Si	-4.06	4.091	8.139	-0.004	0.012	0.005
Si	-6.789	6.803	8.125	0.013	-0.005	-0.001
Si	-4.061	-6.831	8.153	0.003	0	-0.005
Si	-6.783	-4.11	8.183	0.016	0.002	0.001
Si	-4.093	-1.37	8.219	0.001	-0.013	0.013
Si	-2.707	0.017	9.524	0.014	-0.008	-0.006
Si	-0.012	2.745	9.512	-0.013	0.02	0.003
Si	-2.704	5.447	9.494	0.004	0.004	0.006
Si	-0.004	8.133	9.507	0.002	-0.014	-0.013
Si	-2.738	-5.457	9.541	-0.013	0.012	0.002
Si	0.011	-2.705	9.524	0.018	-0.008	-0.01
Si	2.706	0.032	9.533	-0.022	0	-0.001
Si	5.42	2.719	9.519	0.007	-0.003	0.007
Si	2.707	5.427	9.515	-0.001	-0.008	0.006
Si	5.447	8.161	9.51	-0.001	0.011	-0.005
Si	2.718	-5.443	9.51	0.006	0.012	-0.002
Si	5.439	-2.733	9.543	0.011	-0.004	0.003
Si	-8.178	0.004	9.535	-0.025	0.013	0.001
Si	-5.421	2.729	9.515	0.014	-0.005	-0.005
Si	-8.155	5.451	9.508	-0.006	0.008	-0.005
Si	-5.429	8.139	9.506	0.014	0.003	0.009
Si	-8.147	-5.461	9.532	0.025	-0.023	0.006
Si	-5.454	-2.734	9.556	-0.027	0.009	0.008
Si	-1.35	-1.342	10.89	0.002	0.015	0.003
Si	1.344	1.387	10.881	0.008	0.003	-0.005
Si	-1.366	4.09	10.877	0.011	-0.003	-0.005
Si	1.351	6.784	10.878	0.004	-0.007	-0.005
Si	-1.365	9.495	10.873	0	-0.003	-0.004
Si	1.368	-4.071	10.877	-0.007	0.005	0.004
Si	4.074	-1.348	10.872	0.021	0.003	-0.012
Si	6.783	1.365	10.884	-0.007	-0.006	0.002
Si	4.063	4.073	10.885	-0.017	-0.002	0.003
Si	6.802	6.8	10.88	0.004	0.009	0.011
Si	4.086	9.523	10.875	0	-0.001	0
Si	6.808	-4.092	10.883	-0.005	0.009	-0.006
Si	-6.818	-1.364	10.893	0.011	-0.022	-0.002
Si	-4.073	1.369	10.891	-0.005	0.002	0.003
Si	-6.792	4.084	10.871	0.007	-0.001	0.008
Si	-4.07	6.786	10.863	-0.004	-0.004	-0.004
Si	-6.785	9.499	10.873	-0.007	0.014	-0.007
Si	-4.086	-4.088	10.906	-0.003	-0.01	0.01
Si	0	0.032	12.252	0.014	0.007	-0.01
Si	2.705	2.719	12.257	-0.004	-0.005	0.001
Si	-0.002	5.425	12.248	-0.008	-0.001	-0.002
Si	2.717	8.151	12.222	-0.011	-0.003	-0.006
Si	-0.009	10.88	12.213	0.001	-0.002	-0.008
Si	2.727	-2.702	12.239	0.005	0.008	0.003
Si	5.424	0.006	12.24	0.004	-0.009	0
Si	8.164	2.715	12.232	-0.014	-0.008	-0.001
Si	5.435	5.432	12.234	-0.002	-0.012	0.005
Si	8.174	8.154	12.239	0.028	0.021	0
Si	5.447	10.884	12.243	0.008	0.009	0.004
Si	8.144	-2.725	12.251	-0.015	0	0.009
Si	-5.444	-0.003	12.237	-0.017	-0.008	-0.008
Si	-2.713	2.734	12.253	0.012	0.009	0.005
Si	-5.424	5.435	12.234	0.018	0.01	-0.006
Si	-2.724	8.136	12.236	-0.01	-0.003	-0.004
Si	-5.45	-5.459	12.246	-0.01	-0.01	0.001
Si	-2.722	-2.704	12.245	0.004	0.001	-0.003
O	5.214	7.203	-1.14	-0.196	0.618	0.107
O	0.706	5.483	-1.851	-0.218	0.228	-0.281
O	-4.338	-3.397	-2.034	-0.051	0.517	0.234
O	-7.904	-2.739	25.203	-0.107	0.213	0.254
O	2.665	-2.402	0.352	0.052	0.184	-0.014
O	-8.272	2.435	0.006	-0.011	0.004	-0.539
O	4.292	4.034	0.924	-0.036	0.294	-0.558
O	0.82	-3.545	-5.933	0.019	0.356	-0.372
O	-7.553	5.194	-4.018	0.075	0.55	-0.008
O	-8.764	7.961	0.052	-0.259	0.154	-0.195
O	-5.186	-1.961	-4.097	-0.31	-0.017	0.009
O	2.441	-2.722	-2.198	0.184	0.375	-0.47
O	-5.063	0.109	0.247	0.286	-0.17	-0.157
O	-1.258	-2.042	-5.184	-0.073	0.186	0.234
O	-5.1	5.719	0.027	-0.102	-0.039	-0.52
O	-3.362	7.566	-0.176	-0.493	0.229	-0.361
O	-6.826	-6.681	0.846	0.001	-0.115	-0.442
O	-10.596	-6.231	24.346	0.384	-0.383	-0.054
O	2.397	0.984	23.269	0.153	-0.427	0.269
O	-1.192	3.683	21.003	-0.508	0.171	-0.05
O	-4.335	0.94	23.264	0.107	0.016	0.108
O	-6.685	2.873	-4.934	-0.157	0.131	0.684
O	-4.782	2.03	-6.659	0.486	-0.05	0.379
O	-9.333	1.33	23.326	0.262	0.013	0.379
O	-5.909	-5.891	23.601	-0.197	-0.076	-0.287
O	-9.561	-3.768	-0.287	0.103	0.185	0.469
O	-2.968	-3.041	0.141	-0.041	0.194	-0.09
O	-1.188	2.114	25.747	0.326	-0.034	0.38
O	-3.625	1.223	25.75	-0.137	0.181	0.486
O	-0.48	4.124	-3.698	0.297	0.285	-0.429
O	5.128	-0.389	22.706	0.026	0.116	-0.278
O	-9.378	3.84	-2.711	0.073	-0.473	0.038
O	-1.432	0.527	-5.873	0.224	0.069	0.5
O	-9.861	5.556	0.356	0.631	-0.448	0.031
O	-3.513	-0.041	-3.617	-0.021	-0.086	0.005
O	2.721	-4.626	-7.408	0.136	-0.44	0
O	-3.766	-4.096	-4.524	0.088	0.378	-0.407
O	-2.602	5.105	-0.682	-0.019	0.083	-0.149
O	-5.842	2.491	24.745	-0.337	-0.138	0.399
O	-1.336	-7.312	-2.396	0.328	-0.184	0.073
O	2.692	2.235	-0.145	0.11	-0.236	-0.242
O	-10.371	5.822	-7.009	0.452	-0.167	-0.31
O	-6.5	5.029	-6.406	-0.269	-0.1	-0.192
O	5.372	-3.082	-5.472	-0.379	0.635	-0.081
O	-10.647	0.808	-1.858	0.324	0.365	0.009
O	-3.182	-5.584	-6.607	-0.384	-0.46	-0.078
O	-3.041	4.578	-4.172	-0.335	-0.287	-0.182
O	0.2	-3.344	-3.417	-0.107	-0.019	0.085
O	-0.415	-6.559	25.036	0.171	0.05	0.311
O	-4.089	-4	23.221	0.325	-0.056	0.325
O	-3.006	-6.626	-4.25	-0.506	-0.088	0.021
O	-9.649	-7.282	26.474	-0.232	-0.313	0.493
O	2.273	2.552	25.277	-0.155	-0.324	0.306
O	-0.612	7.602	23.636	-0.175	-0.404	0.008
O	5.209	-5.671	-5.788	0.214	0.031	-0.737
O	3.15	-2.144	22.773	-0.402	0.32	0.081
O	3.822	7.48	-7.434	0.026	0.304	-0.09
O	-3.278	6.782	25.088	0.383	0.046	-0.131
O	-6.83	-1.637	23.052	0.004	0.089	0.286
O	-2.144	2.158	-3.5	-0.029	-0.097	0.076
O	-6.201	-4.306	-3.686	0.037	-0.53	-0.22
O	1.337	-6.124	-5.767	0.01	0.015	0.053
O	4.619	1.557	24.464	0.063	0.301	0.613
O	4.54	-1.43	-1.15	-0.014	0.035	-0.356
O	-9.932	4.771	24.359	0.119	-0.439	-0.264
O	0.182	-1.774	24.167	0.493	-0.312	-0.364
O	-2.562	5.542	22.023	-0.258	0.248	0.626
O	3.877	-7.595	-4.659	-0.447	0.066	-0.174
O	-9.975	6.919	22.925	-0.058	0.252	0.416
O	0.066	5.339	22.622	0.5	-0.149	-0.33
O	-7.628	-3.019	-1.936	0.56	0.134	0.035
O	-2.779	-7.258	23.955	-0.291	0.128	-0.171
O	-10.059	-7.136	-3.809	0.337	-0.477	0.058
O	4.945	0.207	-4.348	-0.125	-0.25	-0.071
O	-5.773	0.338	-5.068	-0.326	-0.233	0.122
O	-3.644	1.46	-1.513	-0.08	0.159	-0.316
O	5.421	4.99	-4.523	-0.35	0.515	-0.074
O	-5.871	0.01	25.293	-0.297	-0.313	-0.179
O	-10.15	-0.465	25.136	-0.203	-0.445	-0.038
O	-5.24	7.903	23.643	0.083	-0.463	-0.278
O	3.1	-4.348	-4.849	-0.217	-0.089	0.635
O	1.079	7.918	-0.818	-0.571	-0.154	-0.098
O	2.871	6.055	-0.493	0.285	-0.007	0.579
O	4.242	-4.087	-0.883	-0.327	-0.038	-0.433
O	4.6	4.75	-1.995	-0.045	-0.342	0.273
O	-2.39	7.119	-3.936	0.121	-0.136	0.215
O	-9.434	-4.69	26.187	0.181	0.038	-0.187
O	1.861	-5.756	26.213	0.136	-0.2	-0.333
O	2.279	-2.898	25.147	0.431	-0.066	0.441
O	-4.808	4.794	24.48	0.103	0.206	-0.229
O	-1.789	-0.098	24.431	-0.191	-0.158	-0.116
O	3.042	-7.095	-2.103	0.396	0.448	0
O	-4.619	-7.374	25.834	-0.401	-0.248	0.274
O	-7.092	4.252	-1.6	0.41	0.089	-0.316
O	-2.501	4.424	25.886	0.198	0.169	0.291
O	1.505	-4.196	23.001	-0.176	-0.011	0.503
O	-8.941	3.958	-5.925	0.157	-0.588	-0.138
O	-10.352	-6.07	-1.33	0.184	-0.546	-0.002
O	3.37	6.781	-2.98	-0.224	-0.418	-0.429
O	-8.415	-3.751	22.876	-0.016	-0.359	-0.139
O	1.457	-8.056	-3.961	-0.342	-0.215	0.391
O	2.41	5.331	-7.065	-0.353	-0.129	0.381
O	-7.586	-7.621	24.786	-0.399	-0.128	-0.062
O	0.092	-1.931	-1.26	-0.041	-0.174	0.019
O	-4.825	-4.741	25.67	-0.04	0.254	0.413
O	0.954	0.608	-1.22	0.086	0.106	0.245
O	-4.066	5.693	-7.366	0.54	0.272	0.072
O	-6.026	7.477	-7.087	0.039	0.141	0.148
O	-0.053	-4.041	25.425	-0.638	-0.12	-0.312
O	-10.317	-8.069	-6.277	0.385	0.271	-0.093
O	0.104	1.861	-7.524	0.008	0.06	-0.211
O	-4.915	-4.902	0.054	-0.003	0.018	-0.225
O	1.294	7.683	-6.534	-0.19	-0.043	-0.237
O	-9.193	-1.2	-1.022	0.267	0.095	-0.079
O	-1.573	-7.034	0.318	0.23	0.006	0.202
O	-1.487	0.066	-1.921	-0.338	-0.227	-0.078
O	1.605	6.495	24.485	-0.164	-0.203	0.397
O	4.253	6.329	24.503	-0.092	0.303	0.15
O	-2.655	-5.265	-1.3	-0.039	0.042	-0.185
O	1.501	2.972	-2.371	0.471	0.11	-0.376
O	3.154	0.95	-2.482	-0.291	-0.415	-0.139
O	-9.947	1.404	-6.294	-0.398	0.235	0.358
O	4.604	3.702	-6.643	-0.111	-0.266	0.113
O	-1.587	3.136	-5.879	0.071	0.362	-0.425
O	-5.613	2.588	-0.35	0.109	0.251	-0.248
O	-9.413	-1.035	-5.629	0.297	0.344	-0.143
O	-8.455	-3.182	-4.499	-0.017	0.119	0.165
O	-7.36	4.654	24.993	0.056	0.087	0.046
O	5.323	-4.69	-3.41	-0.189	0.328	0.412
O	2.664	4.928	26.198	0.235	-0.159	0.408
O	-3.573	-1.001	-6.004	-0.357	-0.465	-0.539
O	4.021	-4.413	23.728	0.191	0.144	0.187
O	4.604	-0.528	-6.816	-0.089	-0.231	0.096
O	-8.816	6.629	25.905	-0.271	-0.038	-0.178
O	-4.236	6.21	-2.382	-0.315	0.214	-0.045
O	-8.921	-3.22	-7.113	0.185	-0.391	0.045
O	-0.745	-7.603	-5.088	-0.213	0.28	-0.57
O	-1.628	3.599	23.602	-0.063	-0.516	-0.158
O	-4.749	6.428	-4.966	-0.111	0.325	0.222
O	4.792	2.65	-3.562	-0.092	0.201	-0.29
O	-0.73	3.366	-1.125	-0.022	-0.577	-0.036
O	-1.315	-4.71	-4.971	0.317	-0.299	-0.039
O	-4.327	6.968	20.878	0.163	0.107	0.206
O	-8.745	6.295	-1.942	0.048	0.496	-0.146
O	0.027	0.17	22.475	-0.241	0.265	-0.111
O	0.986	2.319	21.477	0.082	0.448	0.426
O	-7.339	1.537	-6.991	0.127	0.119	-0.589
O	2.923	7.502	26.473	0.327	0.314	-0.303
O	-6.931	4.316	1.069	-0.487	-0.204	0.594
O	0.175	4.257	25.439	0.081	0.603	-0.417
O	3.373	3.451	23.055	-0.246	-0.02	0.052
O	-8.449	-5.303	-2.95	0.4	-0.505	0.228

Results
total energy: -105161.685 eV
total energy less fixed offsets of O -438.25, Si -107.07 eV per atom: -2.485 eV
